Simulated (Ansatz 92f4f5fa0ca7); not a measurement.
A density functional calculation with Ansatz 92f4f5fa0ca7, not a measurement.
Periodic cell of 220 atoms, Si132O88, from a study of silicon, its oxide and their interface. The atomic structure is a simulated model.
Doubt: the cutoff is low for norm-conserving oxygen, so forces and energies are approximate.
Doubt: the program's own warning below bears on the result.

Settings: functional HSE06; potential files SPMS norm-conserving; basis plane waves; wave-function cutoff 800 eV; density cutoff ratio 4; exchange-correlation grid ratio 1; k mesh 1 x 1 x 1, Gamma-centred; occupations fixed; spin none; net charge 0.

Cell vectors (angstrom)
a, 10.938, 0, 0
b, 0, 10.938, 0
c, 0, 0, 32.0942

Atoms: element, x, y, z (angstrom)
Si, 0.2196, -0.1616, 24.4388
Si, 5.6148, -0.3301, 24.698
Si, 2.543, 3.0246, 24.4109
Si, 8.106, 2.9498, 24.9991
Si, 0.0673, 5.1025, 24.6157
Si, 5.8483, 5.1209, 24.5734
Si, 2.4787, 8.4927, 24.5451
Si, 8.0138, 8.5732, 24.7159
Si, 1.4205, 1.3945, 25.7853
Si, 6.7662, 1.3166, 25.9777
Si, 4.0887, 4.1461, 25.8458
Si, 9.6344, 4.1187, 26.2518
Si, 1.2891, 6.832, 25.7771
Si, 6.8717, 6.8411, 25.8786
Si, 4.0504, 9.496, 26.0225
Si, 9.6046, 9.7128, 25.9634
Si, 2.729, 0.0366, 27.2872
Si, 8.1954, 0.0429, 27.3479
Si, 0.0828, 2.6422, 27.3524
Si, 5.4082, 2.7449, 27.2885
Si, 2.7121, 5.522, 27.235
Si, 8.1898, 5.5422, 27.3735
Si, -0.0181, 8.2023, 27.2615
Si, 5.4724, 8.1422, 27.3142
Si, 4.1018, 1.3673, 28.676
Si, 9.5708, 1.3673, 28.676
Si, 1.3673, 4.1018, 28.676
Si, 6.8362, 4.1018, 28.676
Si, 4.1018, 6.8362, 28.676
Si, 9.5708, 6.8362, 28.676
Si, 1.3673, 9.5708, 28.676
Si, 6.8362, 9.5708, 28.676
Si, 0, 0, 30.0432
Si, 5.469, 0, 30.0432
Si, 2.7345, 2.7345, 30.0432
Si, 8.2035, 2.7345, 30.0432
Si, 0, 5.469, 30.0432
Si, 5.469, 5.469, 30.0432
Si, 2.7345, 8.2035, 30.0432
Si, 8.2035, 8.2035, 30.0432
Si, 1.3673, 1.3673, 31.4105
Si, 6.8362, 1.3673, 31.4105
Si, 4.1018, 4.1018, 31.4105
Si, 9.5708, 4.1018, 31.4105
Si, 1.3673, 6.8362, 31.4105
Si, 6.8362, 6.8362, 31.4105
Si, 4.1018, 9.5708, 31.4105
Si, 9.5708, 9.5708, 31.4105
Si, 2.7345, 0, 0.6835
Si, 8.2035, 0, 0.6835
Si, 0, 2.7345, 0.6835
Si, 5.469, 2.7345, 0.6835
Si, 2.7345, 5.469, 0.6835
Si, 8.2035, 5.469, 0.6835
Si, 0, 8.2035, 0.6835
Si, 5.469, 8.2035, 0.6835
Si, 4.1018, 1.3673, 2.0507
Si, 9.5708, 1.3673, 2.0507
Si, 1.3673, 4.1018, 2.0507
Si, 6.8362, 4.1018, 2.0507
Si, 4.1018, 6.8362, 2.0507
Si, 9.5708, 6.8362, 2.0507
Si, 1.3673, 9.5708, 2.0507
Si, 6.8362, 9.5708, 2.0507
Si, 0, 0, 3.418
Si, 5.469, 0, 3.418
Si, 2.7345, 2.7345, 3.418
Si, 8.2035, 2.7345, 3.418
Si, 0, 5.469, 3.418
Si, 5.469, 5.469, 3.418
Si, 2.7345, 8.2035, 3.418
Si, 8.2035, 8.2035, 3.418
Si, 1.2973, 1.4366, 4.7207
Si, 6.8609, 1.3424, 4.8239
Si, 4.1534, 4.0653, 4.8774
Si, 9.5813, 4.088, 4.795
Si, 1.3914, 6.8473, 4.8328
Si, 6.854, 6.7959, 4.715
Si, 4.099, 9.5355, 4.7426
Si, 9.5683, 9.5602, 4.779
Si, 2.6237, -0.0437, 5.9219
Si, 8.2137, -0.0332, 6.1933
Si, -0.0797, 2.6952, 6.2219
Si, 5.5155, 2.5957, 6.303
Si, 2.7453, 5.5108, 6.28
Si, 8.1689, 5.432, 6.0977
Si, -0.039, 8.1742, 6.1647
Si, 5.464, 8.1235, 6.0693
Si, 3.7319, 1.3497, 7.4166
Si, 9.7199, 1.1066, 7.6176
Si, 1.6472, 3.7619, 7.4209
Si, 6.7567, 4.2236, 7.5292
Si, 4.5192, 6.5344, 7.56
Si, 9.2856, 7.0221, 7.421
Si, 1.0999, 9.8522, 7.3339
Si, 7.027, 9.2336, 7.3599
O, 1.2771, 4.0782, 24.0109
O, 6.8059, 9.577, 24.1504
O, 2.9402, 2.7689, 7.2923
O, 8.1625, 8.1579, 7.881
O, 5.5888, 5.3678, 7.9805
O, 0.0159, 0.0116, 7.9737
O, 5.3952, 5.4746, 23.028
O, 10.5558, 0.4614, 22.9937
O, 2.1657, 9.3798, 8.5336
O, 1.458, 3.7812, 9.0454
O, 8.9577, 1.6468, 8.9255
O, 7.7927, 9.745, 12.1466
O, 3.3898, 0.7989, 8.9666
O, 4.3853, 7.3674, 9.3277
O, 7.7282, 3.7332, 8.7124
O, 9.8927, 6.4236, 8.8272
O, 3.3763, 2.4322, 23.0676
O, 4.6815, 0.1531, 23.4315
O, 9.2317, 2.4473, 23.9241
O, 9.8373, 5.5444, 23.4926
O, 19.9097, 8.0985, 23.4569
O, 3.3462, 7.9498, 23.2474
O, 7.0193, 3.9829, 24.3088
O, 1.3488, 9.6162, 24.0314
Si, 3.9711, 6.4018, 10.7668
Si, 9.3546, 4.1305, 14.5904
Si, 7.5171, 8.1757, 11.9033
Si, 4.2405, 1.2399, 22.2993
Si, 17.3727, 3.6808, 14.1413
Si, 2.7665, -0.5057, 20.085
Si, 7.2403, 4.1015, 19.3798
Si, 14.1182, 6.5592, 16.4232
Si, 2.2415, 4.041, 10.4607
Si, 5.8099, 16.1214, 16.6389
Si, 3.8576, 9.6753, 17.2273
Si, 10.4671, 4.2321, 11.6528
Si, 11.0236, 6.4264, 16.08
Si, 8.2027, 1.453, 14.6424
Si, 2.7933, 10.3817, 9.681
Si, 9.1606, 6.7439, 22.5735
Si, 11.218, -1.2754, 11.2067
Si, 3.6471, -3.2976, 13.7175
Si, 5.2719, 8.7929, 9.8656
Si, 9.6074, 1.7344, 22.5289
Si, 12.0176, -0.4959, 16.5457
Si, 8.0558, 2.6489, 10.055
Si, -0.3126, 8.1825, 18.395
Si, 11.806, -2.1221, 14.1488
Si, 5.2226, 3.8323, 11.2992
Si, 6.069, 6.0365, 21.6445
Si, 6.5374, 7.6742, 14.6705
Si, 11.6183, 6.4514, 20.6525
Si, 11.1361, 1.0148, 18.7672
Si, 14.278, 7.6461, 21.6345
Si, 7.0147, 1.3143, 20.7204
Si, 10.0445, 7.0155, 10.3467
Si, -0.5901, 3.6347, 20.1298
Si, 8.5133, -0.7316, 19.0865
Si, 6.9382, 10.1077, 16.3889
Si, 8.6662, 0.1819, 11.9397
O, 13.4278, 8.7543, 13.9434
O, 7.728, -1.1506, 17.7503
O, 6.1032, 8.1326, 11.0615
O, 1.6489, 10.4943, 10.8349
O, 5.2387, -5.5108, 10.8616
O, 10.1058, 7.1176, 17.2606
O, 6.3063, 4.9172, 20.4695
O, 6.8668, 13.0633, 13.9841
O, 3.6426, 7.213, 12.1319
O, 2.6058, 5.655, 10.3332
O, 7.8216, 4.5929, 14.1701
O, 11.5117, -1.6518, 17.5865
O, 10.2365, 4.07, 13.2467
O, 0.7501, 7.4061, 19.3447
O, 7.0128, 2.4758, 19.5492
O, 12.5467, 6.1298, 16.6852
O, 17.3447, 6.4894, 15.8021
O, 13.0912, 6.528, 21.3744
O, 3.307, 0.6024, 21.1428
O, 1.0706, 3.643, 11.5119
O, 7.2897, -0.1855, 20.0663
O, 8.204, 1.3548, 21.8273
O, -1.5097, 8.8421, 19.3219
O, 2.8187, 8.9906, 20.8591
O, 12.2406, 0.133, 19.6381
O, 6.1197, 9.5692, 8.7351
O, 8.6095, 7.4659, 10.9588
O, 9.0099, 0.6549, 13.4799
O, 7.6147, 11.4766, 15.8483
O, 6.4128, 3.0487, 10.5936
O, 2.7019, -0.451, 16.4153
O, 3.6774, 14.2586, 10.8644
O, -6.6587, 5.5594, 17.1352
O, 11.2113, 7.4446, 14.8066
O, 4.0822, 9.7114, 10.4307
O, 3.5518, 8.0664, 17.0006
O, 10.1597, 5.1157, 15.626
O, 10.3332, 2.8101, 21.5499
O, 5.3766, 14.8952, 12.9366
O, 4.8767, 7.1339, 21.1908
O, 11.0637, 2.6132, 19.0743
O, 9.179, 2.6324, 15.2585
O, 3.734, -0.7647, 18.7864
O, 5.6302, 1.632, 21.5314
O, 5.3248, 10.1259, 16.6723
O, 7.8957, 1.2941, 11.098
O, 9.6126, 0.4762, 19.0461
O, 17.7027, 4.6958, 17.9071
O, 7.6378, 6.4891, 21.9775
O, -5.8461, -2.6956, 14.1392
O, 7.3598, -3.6168, 13.2925
O, 11.4243, -0.8268, 15.0706
O, 10.3209, 7.0273, 21.4744
O, 9.2598, 3.5457, 10.8227
O, 8.8729, -6.6958, 19.6608
O, 0.5456, 11.847, 17.1673
O, 16.632, 3.9487, 15.5784
O, 11.1571, -1.9159, 12.6978
O, 11.3584, 4.8923, 20.2866
O, 0.0685, 8.3474, 10.2414
O, 10.626, 5.8273, 11.2765
O, 10.0298, -0.1936, 11.1239
O, 14.304, 6.4253, 14.78
O, 7.3085, 8.9214, 15.3483

Results
free energy: -54370.436 eV
free energy less fixed offsets of O -447.96, Si -113.29 eV per atom: 4.324 eV
gap between the highest filled and lowest empty level on this k mesh: 1.209 eV

The program warned: the cutoff lies below the one the program advises for these potential files; the model core charge is not resolved on the grid; the forces do not sum to zero within the program's tolerance; the exchange-correlation potential is rough where the density is thin.
